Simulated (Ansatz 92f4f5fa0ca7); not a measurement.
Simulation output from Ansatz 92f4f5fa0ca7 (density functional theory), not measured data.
Periodic cell of 234 atoms, Si134O100, from a study of silicon, its oxide and their interface. The atomic structure is a simulated model.

Settings: functional PBE; potential files Ansatz PAW; basis plane waves; wave-function cutoff 700 eV; density cutoff ratio 5; exchange-correlation grid ratio 2; k mesh 2 x 2 x 1, shifted by 0.5 0.5 0.5 of a step; self-consistency stop 5e-08 eV per atom in the density residual; occupations Fermi-Dirac, 0.05 eV; spin none; net charge 0.

Cell vectors (angstrom)
a 11.5983 0 0
b 0 15.4644 0
c -0.6542 0.7229 21.6852

Atoms: element, x, y, z (angstrom)
Si 1.1052 0.384 -0.528
Si 1.2625 3.5198 -0.1449
Si 0.888 8.6203 -0.3107
Si 1.1558 11.7248 -0.0829
Si 4.7229 0.3549 -0.0716
Si 5.0017 3.5714 -0.2566
Si 5.0147 8.5927 -0.4124
Si 5.1182 11.7635 -0.3791
Si 8.7107 -0.3223 -0.1086
Si 8.8287 4.2154 -0.0508
Si 8.858 7.3398 -0.3011
Si 9.1597 12.0703 -0.3631
Si 2.8315 0.1199 1.1926
Si 3.1263 3.9914 1.1543
Si 3.0523 7.9869 0.8123
Si 3.2386 12.0213 1.0486
Si 6.7567 -0.0755 1.1834
Si 6.8328 3.859 1.1649
Si 6.8757 8.0155 0.9389
Si 7.0863 11.7226 0.9514
Si 10.7695 0.1187 0.9984
Si 10.8702 3.89 1.1184
Si 10.7329 7.9506 1.085
Si 10.8225 11.9607 1.2682
Si 3.0122 2.0581 2.508
Si 3.0512 6.0617 2.2877
Si 3.1181 9.9348 2.3052
Si 3.0261 13.7296 2.5839
Si 6.8533 1.9256 2.5031
Si 6.816 5.9991 2.2963
Si 7.0005 9.8717 2.4298
Si 6.9057 13.5181 2.5287
Si 10.7502 1.9838 2.4735
Si 10.7986 5.9478 2.3557
Si 10.7694 9.9205 2.4572
Si 10.8221 13.8192 2.604
Si 1.0877 2.0213 3.8416
Si 1.1478 6.0308 3.7047
Si 1.1786 9.9169 3.7693
Si 1.1388 13.6528 3.9758
Si 4.933 2.0296 3.8952
Si 4.9182 6.0442 3.7558
Si 5.0215 9.8909 3.8022
Si 4.9792 13.6588 3.9077
Si 8.7951 2.018 3.8226
Si 8.7776 6.0223 3.6945
Si 8.8702 9.8771 3.8788
Si 8.8504 13.668 3.9066
Si 1.1881 0.131 5.2726
Si 1.1064 4.0483 4.9991
Si 1.1218 7.9654 5.077
Si 1.1715 11.7162 5.3402
Si 4.9354 0.1149 5.2893
Si 4.8561 4.0714 5.1134
Si 4.957 7.9557 5.1774
Si 5.0459 11.7681 5.3079
Si 8.8387 0.1284 5.2419
Si 8.694 4.0695 5.0176
Si 8.8309 7.9234 5.1758
Si 8.9028 11.7557 5.3387
Si 3.0537 0.0919 6.7412
Si 2.9153 3.9956 6.5311
Si 2.976 7.9086 6.5049
Si 3.1477 11.7713 6.7351
Si 6.8927 0.1457 6.5699
Si 6.7756 4.163 6.5214
Si 6.8961 8.0778 6.5515
Si 6.973 11.7835 6.7575
Si 10.8303 0.0375 6.5307
Si 10.7152 4.0782 6.2442
Si 10.822 7.9548 6.485
Si 10.8273 11.6108 6.7747
Si 3.0085 2.0545 8.0218
Si 2.7425 5.9795 7.8371
Si 3.1333 9.7407 7.9552
Si 3.0903 13.6822 8.2699
Si 6.7768 2.1181 7.7936
Si 6.6474 6.2165 7.8944
Si 6.988 9.8456 8.1763
Si 7.0015 13.8106 8.0681
Si 10.769 2.1177 7.5209
Si 10.6872 5.9562 7.6281
Si 10.8324 9.5995 8.212
Si 10.9248 13.6258 8.0624
Si 0.9167 2.3029 9.0676
Si 0.7772 5.4455 9.1832
Si 1.3058 10.1361 9.3743
Si 1.1043 13.3528 9.7522
Si 5.0007 2.5846 9.294
Si 4.6225 5.7575 9.1862
Si 4.9543 9.5772 9.4983
Si 5.1198 14.0257 9.4823
Si 8.875 2.6047 8.788
Si 8.7198 5.7425 8.9137
Si 8.9138 9.7921 9.6683
Si 9.0304 14.153 9.3134
Si 3.7515 11.4671 13.86
Si 8.7735 16.0618 17.2462
Si 0.1216 6.8699 15.5186
Si 3.5774 0.3898 13.5256
Si 3.5431 2.7221 15.2226
Si 6.7177 16.9521 19.1487
Si 5.6367 11.8694 11.5087
Si 10.295 1.2553 10.6603
Si 11.6098 10.8771 16.6521
Si 8.4067 0.6668 12.6883
Si 1.6711 13.7651 12.8969
Si 4.4595 0.0312 16.2642
Si 4.0799 7.3015 11.6547
Si 10.3971 5.9407 11.4509
Si 0.426 5.8302 18.9449
Si -1.0248 11.293 19.4608
Si 0.1708 13.759 15.7022
Si 5.9343 4.415 15.6883
Si 8.9439 -2.0261 14.2908
Si 5.6918 0.8591 11.3491
Si 8.7434 12.1217 11.5721
Si -2.779 6.1813 19.1259
Si 6.69 8.814 16.1449
Si -1.3743 4.8851 14.3077
Si 4.6473 8.9728 18.2399
Si 8.4315 2.5368 14.9632
Si 6.2549 7.0662 13.8886
Si -0.6712 9.4018 13.9665
Si 6.9797 13.8444 16.4064
Si 9.018 6.8259 16.3056
Si 5.3519 11.3484 16.6154
Si 4.7013 3.9153 18.5668
Si 11.7957 16.0328 18.0619
Si 2.0452 9.3246 12.4039
Si 8.8118 8.2672 12.3266
Si 1.7577 18.8467 17.4662
Si 1.7002 8.2179 17.4301
Si 4.5328 14.8187 19.196
O 10.1733 16.165 18.04
O 1.0117 5.3539 20.3773
O 8.2165 8.2305 16.0593
O 1.1818 2.0169 -0.8904
O 1.2181 10.1138 0.3156
O 0.1411 9.0636 -1.7583
O 0.7386 11.6982 -1.7168
O 7.2353 3.4136 15.6447
O 6.035 15.4601 19.1299
O 0.0696 5.3427 14.9472
O 8.8092 5.8244 0.3659
O 12.5424 17.4375 17.66
O 1.0539 7.3165 18.629
O 5.3525 7.883 -1.8744
O 4.8339 10.1925 -0.8335
O 5.1918 12.6007 -1.8268
O 8.3278 0.8706 -1.2165
O -3.4652 4.9471 19.96
O 8.3234 6.0656 17.5642
O 9.0761 6.9429 -1.9346
O 9.0949 5.92 14.9398
O 8.9759 13.6534 -0.9051
O 0.7359 12.303 16.2454
O 0.3093 1.4086 10.387
O 5.0681 4.2006 9.1601
O 8.3209 8.7601 10.8487
O 0.9764 3.8613 9.6254
O 1.9396 9.7645 10.8499
O 9.5275 11.0632 10.5973
O 1.0205 11.7375 9.4941
O 0.943 13.4361 11.4683
O 7.9278 2.0035 13.5105
O 5.3123 2.3955 10.9308
O 4.7872 8.4117 10.6725
O 3.9952 5.9834 10.7067
O 5.3343 13.3769 11.0006
O 4.8701 10.965 10.4028
O 0.5746 9.767 12.9849
O 3.1299 10.0232 13.4233
O 9.2913 12.3494 13.1155
O 2.2399 18.8935 15.8926
O 8.6297 4.1767 8.4724
O 8.9319 1.1986 15.7456
O 2.6367 7.7809 12.2938
O 9.084 5.6761 10.5223
O 8.8563 13.5694 10.8531
O 10.8688 10.3473 15.2943
O 5.0971 15.6051 9.989
O 8.2089 14.5152 17.2588
O 12.1133 14.8821 16.8783
O 5.9862 12.7661 17.1339
O 5.1193 11.7043 13.031
O 9.8052 3.4059 14.8118
O 3.6779 15.7869 20.1798
O 3.1457 18.9144 18.3238
O 1.0432 9.7097 17.1858
O -0.3129 7.871 14.3463
O 5.8846 8.3637 14.8031
O 9.5885 0.2278 9.5825
O 5.3803 4.6139 17.2271
O 6.0303 15.122 16.0027
O 9.4116 2.6132 10.3725
O 10.165 -1.8415 15.3634
O 7.2864 0.5366 11.5009
O 10.1541 7.4023 12.0805
O 7.2203 11.5517 11.576
O 9.9579 0.8047 12.1837
O 0.8167 4.6862 17.8091
O 4.626 4.9129 19.8778
O 7.7121 17.0835 17.8904
O 4.2056 11.5344 15.4396
O 8.4278 -0.6416 13.6306
O -1.0807 11.2215 17.8213
O 0.2215 6.0487 10.6529
O 4.251 1.6593 16.28
O 5.0495 6.8239 12.8627
O 5.6191 2.6439 18.9848
O 4.761 1.956 -0.4673
O 7.6278 -2.4628 15.166
O 2.6361 12.5553 13.416
O 4.6905 3.803 14.8148
O 2.5296 -0.3512 12.5508
O 3.9138 14.8341 17.6585
O -2.1705 9.4695 13.2885
O 4.6677 10.581 17.8873
O 10.3439 4.8707 12.6903
O 3.2787 8.3694 17.6389
O -1.0109 7.1279 16.6936
O 5.018 0.4516 12.7776
O 1.5782 7.2881 16.0749
O 3.6637 -0.4875 14.9267
O 5.9225 8.2709 17.4816
O 6.3591 5.8038 14.9356
O 6.6357 10.4418 16.1272
O 7.6189 7.4149 13.0491
O 0.7723 14.1302 14.2223
O -2.5043 11.7785 20.079
O -1.1764 5.9456 19.17
O 12.1428 15.7552 19.664
O 3.0748 1.9044 13.8869

Results
free energy: -142064.999 eV
free energy less fixed offsets of O -569.03, Si -635.61 eV per atom: 9.741 eV
pressure: 0.14 GPa
stress xx, yy, zz, yz, xz, xy (GPa, positive in tension): -0.39, -1.18, 1.14, 0.17, -0.2, -0.22

Forces (eV/angstrom), in the order of the atoms: element, x, y, z
Si -0.0579 -0.088 -0.1106
Si 0.0037 0.1713 -0.0372
Si -0.0055 0.1299 0.5892
Si -0.1914 -0.1993 0.1525
Si 0.0043 0.129 -0.0829
Si 0.0278 0.1272 -0.1488
Si 0.003 -0.1379 -0.0531
Si -0.0518 -0.2254 -0.2233
Si 0.0129 -0.1119 -0.2263
Si -0.0998 -0.0354 0.1529
Si 0.2196 -0.1299 0.2383
Si 0.2568 0.0416 -0.0247
Si -0.075 0.137 -0.2867
Si 0.0861 -0.1575 -0.0587
Si -0.0847 0.0236 -0.3909
Si -0.1579 -0.112 -0.3325
Si 0.0191 0.1844 -0.1905
Si 0.2018 0.0704 -0.2212
Si -0.0367 0.0132 -0.1494
Si 0.0892 0.0934 -0.349
Si -0.0167 -0.027 -0.3147
Si 0.0309 -0.0743 -0.3786
Si -0.1436 -0.0378 -0.3888
Si 0.0897 0.0093 -0.2835
Si 0.1424 0.0722 0.1884
Si -0.0684 0.2381 -0.087
Si -0.0596 0.0484 0.183
Si 0.0287 -0.1458 0.0535
Si -0.0752 -0.1781 -0.0085
Si -0.0283 -0.0017 0.2658
Si 0.0117 -0.1657 -0.0442
Si -0.0232 0.0007 0.1105
Si 0.0777 0.0329 -0.0375
Si -0.0191 0.0863 0.3334
Si -0.0204 -0.0887 0.2681
Si -0.0555 -0.0213 0.0497
Si 0.0285 0.0511 -0.0902
Si -0.0953 -0.0696 -0.1534
Si 0.148 -0.017 -0.2766
Si 0.0039 0.0455 -0.0077
Si -0.1433 -0.0784 -0.0293
Si 0.207 -0.1289 -0.1135
Si -0.2736 -0.0046 -0.182
Si 0.0888 -0.0293 0.1022
Si -0.0066 0.0987 0.0156
Si 0.0794 -0.063 -0.2125
Si 0.1086 0.121 -0.1216
Si -0.1226 0.1076 0.0087
Si 0.0181 -0.023 -0.0153
Si -0.1177 0.1213 0.3415
Si 0.0197 0.0772 -0.0487
Si -0.0774 -0.144 0.215
Si 0.1911 -0.0666 -0.1153
Si 0.0969 0.0803 0.2519
Si 0.0143 0.0738 -0.1002
Si -0.0861 0.003 0.0972
Si -0.0163 -0.1094 -0.0238
Si -0.0872 0.075 0.3315
Si 0.0033 -0.1007 -0.033
Si 0.0391 -0.1186 0.1184
Si 0.008 -0.1318 0.1287
Si -0.0429 -0.1085 -0.1232
Si 0.0053 0.0009 -0.0155
Si -0.072 0.0055 0.0399
Si -0.0745 0.0904 0.0053
Si 0.0389 -0.0698 -0.3166
Si 0.0903 -0.0137 0.0427
Si -0.035 0.2079 0.091
Si -0.1144 -0.2128 0.0889
Si -0.0323 -0.0944 -0.4507
Si 0.0509 -0.0095 0.0625
Si 0.146 0.0747 0.088
Si 0.1942 0.2758 0.3545
Si 0.0001 -0.1435 0.3212
Si -0.0003 0.0515 0.1241
Si -0.0034 0.0419 0.2169
Si 0.218 0.0268 0.4424
Si -0.0178 -0.1291 0.409
Si -0.1732 -0.0213 0.1337
Si 0.0954 -0.1226 0.0512
Si 0.0769 0.2369 -0.0122
Si 0.0193 0.0075 0.2986
Si 0.0944 0.1545 -0.0014
Si -0.1547 0.1103 0.1494
Si -0.5312 0.1066 0.2233
Si -0.2142 0.0459 0.1837
Si 0.1949 -0.0657 -0.1348
Si -0.0032 -0.304 0.0623
Si 0.0425 -0.2903 -0.4319
Si -0.24 -0.0364 -0.4583
Si -0.0394 0.3349 0.0537
Si 0.1075 -0.0531 -0.0766
Si -0.122 -0.2789 -0.27
Si 0.3332 0.04 -0.1468
Si 0.0129 0.0924 0.1403
Si 0.1126 -0.21 -0.1872
Si -0.0542 -0.0312 0.3447
Si 0.0534 -0.1809 -0.3829
Si 0.1578 -0.0141 -0.1253
Si -0.1172 0.0757 0.2495
Si 0.0067 0.0247 -0.1848
Si 0.2444 -0.0071 -0.3354
Si -0.0707 0.0264 0.2946
Si 0.0122 0.217 0.1057
Si 0.1297 0.006 -0.3244
Si -0.3357 0.0951 0.6576
Si 0.3565 0.2036 0.616
Si 0.1047 0.0322 -0.2978
Si 0.024 -0.1959 0.2587
Si 0.0343 -0.1408 0.1565
Si -0.1244 -0.0208 -0.447
Si -0.1797 0.2516 -0.2248
Si -0.093 -0.1267 0.0492
Si 0.0791 -0.1397 -0.305
Si -0.1223 0.0837 0.3286
Si 0.0227 0.0256 0.5146
Si 0.0252 0.0114 0.4583
Si -0.082 -0.0022 -0.3309
Si 0.0744 0.1506 -0.1563
Si -0.0398 -0.2163 0.2501
Si 0.0527 0.1217 -0.4289
Si 0.031 0.0787 0.0597
Si -0.0644 0.0311 0.3033
Si -0.0267 -0.0929 0.2816
Si 0.0348 0.029 -0.1771
Si -0.0162 0.1713 -0.2303
Si 0.1104 -0.0587 -0.1572
Si -0.1205 0.1097 -0.3595
Si -0.1622 0.0234 -0.4981
Si -0.1147 0.0047 0.4458
Si 0.0339 -0.0164 0.5628
Si 0.1357 -0.0752 -0.3265
Si 0.0801 0.0564 -0.5703
Si -0.0507 -0.1442 -0.3031
O 0.1001 0.0103 0.1673
O -0.1046 -0.0871 0.0314
O -0.013 -0.1133 0.0853
O -0.0199 0.0408 0.251
O 0.1543 -0.1935 -0.212
O 0.0986 -0.1437 0.1939
O 0.1496 0.0534 0.2598
O -0.0899 0.0552 0.0321
O -0.0248 -0.0224 0.0537
O -0.1295 0.0982 -0.0138
O -0.0934 0.1084 -0.1917
O -0.0018 -0.0473 0.1413
O -0.0683 -0.1084 0.3188
O -0.0435 0.0443 0.3911
O 0.1447 -0.2142 0.1869
O 0.0361 0.0048 0.3293
O 0.1728 -0.0637 0.0681
O -0.0513 -0.0382 0.378
O 0.0539 -0.0241 0.3685
O -0.0747 0.218 0.4218
O 0.0854 0.0243 0.0116
O -0.1518 0.1767 0.4425
O -0.0416 -0.0172 0.0536
O 0.0962 -0.0285 -0.1748
O -0.0427 0.0437 0.2612
O 0.0062 0.2078 -0.4551
O 0.0897 0.121 -0.2556
O -0.1102 -0.0035 -0.2907
O -0.0184 -0.1636 -0.2006
O 0.0077 -0.1263 0.1126
O -0.1025 0.1051 -1.0849
O 0.1002 -0.1835 -0.2036
O -0.0098 -0.1413 -0.1496
O 0.1893 0.2641 -0.2585
O 0.0123 0.0646 -0.157
O -0.0621 0.0778 -0.2612
O 0.0127 -0.1934 -0.0786
O 0.0914 -0.0299 -0.1749
O -0.0549 -0.0298 -0.2278
O -0.0596 -0.1221 -0.4788
O -0.0592 0.0045 0.1693
O -0.1336 -0.0527 0.1705
O -0.0052 -0.0155 0.103
O 0.0739 0.0271 -0.1448
O -0.1351 0.1229 -0.235
O 0.0121 0.0838 -0.267
O 0.0058 -0.0157 -0.0066
O -0.0881 0.0614 -0.047
O 0.0268 0.0714 0.1473
O -0.0006 0.1219 0.2397
O -0.0545 -0.0065 0.1385
O 0.163 0.0048 -0.3455
O 0.0023 0.1248 -0.0686
O -0.0012 0.0516 0.2479
O 0.1037 0.0046 0.1315
O -0.0082 -0.0533 0.1358
O -0.0117 0.0326 -0.055
O 0.0508 -0.1116 -0.071
O -0.1868 -0.1165 0.1191
O -0.0969 -0.0338 0.3565
O -0.0819 0.0073 0.061
O 0.0279 -0.1263 0.0122
O 0.07 0.0267 -0.052
O -0.0019 0.0216 -0.228
O 0.0959 0.0831 -0.1076
O 0.0122 0.0383 -0.0353
O 0.1717 0.0245 -0.3778
O -0.0718 0.1989 0.297
O -0.0848 -0.1266 0.4819
O -0.2004 0.0874 0.2695
O -0.0007 -0.0118 -0.0786
O 0.0246 0.0915 -0.2449
O -0.1245 0.0436 0.4803
O 0.1699 -0.0425 -0.2588
O 0.0245 -0.1257 0.0754
O -0.2101 0.1381 -0.2124
O 0.0281 -0.0512 0.0588
O 0.1011 -0.2263 0.0827
O 0.1009 0.0369 -0.0295
O -0.1154 0.1388 -0.2262
O -0.0363 -0.0354 0.0799
O -0.0632 -0.094 -0.1504
O 0.0557 -0.0018 0.4526
O -0.1129 -0.1231 -0.2537
O 0.0312 -0.0442 0.0989
O 0.049 0.1024 -0.2972
O 0.0165 -0.0286 0.1163
O -0.0437 -0.0627 0.0165
O 0.1477 0.038 -0.2892
O -0.0761 0.0985 0.2049
O 0.0301 0.1094 -0.0758
O -0.0841 0.0241 0.211
O 0.0236 0.0971 -0.0594
O -0.0826 -0.0292 0.0729
O 0.1151 0.1275 -0.2325
O 0.0304 -0.06 -0.2185
O -0.1493 0.0578 0.186
O 0.1254 -0.0028 0.1038
O 0.0612 0.2036 0.6324
O 0.0807 -0.0802 0.0518

The program warned: the cutoff lies below the one the program advises for these potential files.
